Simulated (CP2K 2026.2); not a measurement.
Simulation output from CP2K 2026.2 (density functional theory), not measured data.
Periodic cell of 518 atoms, Si360O158, from a study of silicon, its oxide and their interface. The atomic structure is a simulated model.
Doubt: the forces sum to 2.12 eV/angstrom along one axis rather than to zero, so they err by at least 0.0041 eV/angstrom per atom on average; the grid cutoff is modest.

Settings
functional: PBE
method: Gaussian and plane waves
basis set: DZVP-MOLOPT-SR-GTH
pseudopotentials: GTH-PBE
grid cutoff: 300 Ry, relative cutoff 40 Ry
k points: Gamma only
occupations: fixed
spin: none
net charge: 0

Cell vectors (angstrom)
a 16.32 0 0
b 0 16.32 0
c 0.5067 -1.8078 34.5339

Atoms and the computed forces on them: element, x, y, z (angstrom), force x, y, z (eV/angstrom)
Si -6.735 -4.178 -2.975 0.053 -0.093 0.103
Si -0.447 0.083 -1.422 -0.062 -0.041 0.123
Si -2.86 2.592 1.402 0.12 0.108 0.764
Si -0.25 5.989 0.939 -0.279 0.15 0.55
Si -2.598 -7.324 -4.003 0.009 0.072 0.013
Si -2.451 -6.706 -1.17 -0.113 -0.061 0.22
Si 1.409 -1.262 -3.467 -0.081 -0.075 0.026
Si 3.873 0.41 -3.643 0.033 -0.038 0.021
Si 2.245 2.027 1.403 -0.135 -0.095 0.687
Si -10.844 4.728 -1.509 0.057 0.128 0.156
Si 1.543 7.944 -0.727 0.081 0.058 0.143
Si 5.166 -4.772 -1.477 -0.051 -0.054 0.201
Si -8.908 -2.695 -1.427 0.074 -0.016 0.172
Si -4.813 0.617 -0.121 -0.418 -0.325 0.398
Si -5.981 2.608 -2.234 0.083 0.042 0.201
Si -5.294 5.401 -1.215 -0.001 0.004 0.097
Si -6.901 8.067 -1.162 -0.014 -0.109 0.145
Si -5.284 -5.688 -0.621 0.061 0.252 0.651
Si 0.458 0.395 1.581 0.285 0.196 0.59
Si 3.086 2.742 -1.591 -0.05 -0.132 0.114
Si 1.678 6.821 -3.698 0.106 0.001 0.135
Si 3.294 8.692 1.491 0.06 0.15 0.663
Si 0.499 -4.942 1.599 -0.02 0.014 -0.019
Si 2.186 -3.217 1.478 -0.106 -0.137 0.623
Si 5.874 0.399 1.435 0.201 0.2 0.602
Si -8.735 2.157 1.475 -0.13 -0.154 0.681
Si 5.958 5.904 1.407 0.151 0.111 0.674
Si -8.59 7.559 1.42 -0.179 -0.025 0.619
Si 4.985 10.391 1.466 -0.166 -0.116 0.712
Si -7.677 -2.241 1.45 0.165 0.251 0.628
Si -5.996 -0.488 1.535 -0.016 0.026 0.008
Si -2.288 4.716 -0.937 -0.058 -0.04 0.251
Si -5.191 5.695 1.66 -0.098 -0.096 0.728
Si -3.043 8.05 1.514 0.122 0.188 0.623
Si -4.909 -4.833 1.498 0.014 0.051 0.008
Si -3.216 -3.088 1.456 -0.153 -0.179 0.534
Si -1.298 1.433 2.742 -0.043 -0.016 -0.025
Si 1.375 3.901 2.563 0.35 -0.221 0.42
Si -1.399 6.923 2.736 0.015 -0.036 -0.078
Si 1.487 9.596 2.764 0.042 -0.064 -0.065
Si -1.385 -4.021 2.696 0.014 -0.015 -0.016
Si 1.366 -1.407 2.769 -0.012 0.028 0.012
Si 4.081 1.28 2.678 -0.01 0.012 0.02
Si 6.768 4.048 2.664 0.016 0.033 -0.009
Si 4.176 6.845 2.656 -0.008 -0.025 -0.042
Si 6.815 9.431 2.605 -0.008 -0.002 -0.065
Si 4.027 12.189 2.678 0.013 -0.038 -0.076
Si -9.464 -1.321 2.701 0.011 -0.016 -0.061
Si -6.943 1.279 2.763 0.01 0.041 -0.072
Si -4.075 4.019 2.831 0.015 0.02 -0.024
Si -6.867 6.794 2.835 -0.027 0.032 -0.013
Si -4.116 -6.646 2.776 -0.046 -0.021 -0.014
Si -6.713 -3.969 2.726 -0.038 -0.003 -0.05
Si -4.19 -1.394 2.784 -0.003 -0.03 -0.036
Si -2.736 0.02 4.013 0.039 -0.006 0.001
Si 0.024 2.757 4.138 0.053 0.034 -0.039
Si -2.66 5.429 4.094 0.007 -0.013 0.003
Si 0.049 8.22 4.041 -0.029 0.026 0.016
Si -2.638 -5.439 4.127 -0.029 0.035 -0.026
Si -0.088 -2.656 4.123 0.014 -0.044 -0.053
Si 2.802 -0.101 4.1 -0.035 0.034 -0.01
Si 5.337 2.762 4.047 0.036 -0.058 -0.039
Si 2.711 5.418 3.883 -0.04 -0.014 -0.051
Si 5.496 8.149 4.114 -0.005 0.014 -0.001
Si 2.761 10.912 4.207 -0.005 -0.006 -0.024
Si 5.445 -2.739 3.964 -0.006 0.01 0.013
Si -8.225 -0.013 4.216 0.02 0.01 0.015
Si -5.517 2.665 4.08 -0.018 0.02 0.029
Si -8.157 5.323 4.124 -0.044 0.033 -0.026
Si -5.502 8.26 4.091 0.05 -0.051 0.011
Si -8.138 -5.447 3.933 0.004 -0.015 -0.014
Si -5.439 -2.718 4.246 -0.008 0.007 -0.036
Si -1.423 -1.311 5.467 -0.003 0.057 0.009
Si 1.402 1.324 5.408 -0.015 -0.021 0.04
Si -1.327 4.104 5.495 -0.016 0.012 0
Si 1.388 6.78 5.334 0.052 -0.008 0.028
Si -1.303 9.52 5.468 0.031 -0.02 0.024
Si 1.319 12.279 5.46 0.013 -0.004 0.001
Si 4.141 -1.424 5.455 0.014 -0.009 -0.002
Si 6.712 1.401 5.454 -0.021 0.003 0.013
Si 4.009 4.116 5.397 -0.044 0.018 0.027
Si 6.816 6.749 5.451 0.012 0.01 0.012
Si 4.132 9.509 5.483 0.021 0.005 0.033
Si 6.812 12.22 5.334 0.003 -0.002 0.03
Si -6.824 -1.354 5.544 -0.012 0.01 0
Si -4.098 1.343 5.414 -0.006 -0.003 0.007
Si -6.803 4.024 5.493 0.003 -0.016 0.033
Si -4.084 6.831 5.384 0.013 -0.023 -0.013
Si -6.847 -6.744 5.446 0.01 0.004 0.008
Si -4.038 -4.103 5.499 -0.013 -0.021 -0.014
Si -0.003 0.02 6.788 0.037 0.007 0.001
Si 2.708 2.723 6.783 0.012 -0.022 -0.007
Si 0.043 5.474 6.795 0.033 0.019 -0.005
Si 2.728 8.127 6.764 -0.029 -0.006 -0.008
Si 0.013 10.894 6.832 0.009 -0.008 0.018
Si 2.72 -2.72 6.808 -0.001 -0.009 -0.002
Si 5.425 -0.007 6.821 0.011 0.015 0.01
Si 8.119 2.704 6.826 -0.007 -0.02 0.013
Si 5.405 5.432 6.786 -0.02 -0.007 0.014
Si 8.158 8.155 6.791 -0.021 0.006 0.002
Si 5.486 10.892 6.791 0.02 0.011 -0.01
Si 8.125 -2.759 6.803 -0.029 -0.019 -0.018
Si -5.433 0.011 6.837 0.001 0.025 0
Si -2.733 2.722 6.78 -0.018 -0.027 -0.011
Si -5.426 5.449 6.772 -0.002 0.018 -0.013
Si -2.711 8.156 6.781 -0.021 0.023 -0.011
Si -5.445 -5.442 6.821 -0.006 -0.003 0.017
Si -2.724 -2.706 6.841 -0.001 0.005 0.013
Si -1.386 1.346 13.603 -0.001 -0.006 0
Si 1.344 4.079 13.603 0 0.004 0.002
Si -1.368 6.804 13.61 -0.003 0.008 0.008
Si 1.368 9.545 13.578 -0.002 -0.014 -0.008
Si -1.375 -4.058 13.6 -0.006 0.017 0.006
Si 1.351 -1.365 13.591 0.012 -0.017 -0.003
Si 4.072 1.363 13.593 -0.011 0.01 0.002
Si 6.823 4.066 13.593 0.012 -0.01 0.002
Si 4.096 6.811 13.58 -0.001 -0.002 -0.009
Si 6.797 9.509 13.59 0.002 -0.001 -0.012
Si 4.063 -4.082 13.593 0.011 0 -0.009
Si 6.806 -1.349 13.602 -0.017 -0.005 0.006
Si -6.781 1.37 13.606 0.012 0.001 -0.005
Si -4.101 4.056 13.601 0.002 -0.003 0
Si -6.795 6.796 13.592 -0.013 0.013 -0.002
Si -4.068 9.515 13.598 0.007 -0.01 0.003
Si -6.795 -4.074 13.613 -0.002 -0.007 0.009
Si -4.066 -1.342 13.611 0.007 0.01 -0.006
Si -2.727 0.008 15.015 0.006 -0.011 0.008
Si -0.033 2.705 14.947 0.004 0.012 -0.009
Si -2.746 5.417 14.942 0 0.01 -0.005
Si 0.009 8.196 14.93 0.002 0.01 -0.008
Si -2.738 -5.417 14.961 -0.011 -0.035 -0.003
Si -0.028 -2.69 14.967 0.003 0.002 0.008
Si 2.704 0 14.943 0.009 0.019 -0.004
Si 5.465 2.698 14.945 -0.033 -0.007 -0.005
Si 2.731 5.454 14.921 -0.013 -0.011 -0.005
Si 5.448 8.154 14.968 -0.001 0.005 0.004
Si 2.697 10.9 14.975 -0.006 -0.007 0.003
Si 5.428 -2.717 14.929 0.011 -0.001 -0.002
Si -8.136 0.012 14.958 -0.005 0.002 -0.009
Si -5.429 2.7 15.011 -0.023 0.011 0.007
Si -8.129 5.418 14.956 0.025 -0.005 0.009
Si -5.426 8.146 14.949 0.009 0.009 -0.007
Si -8.168 -5.451 14.942 -0.005 -0.008 0.002
Si -5.421 -2.702 14.965 -0.009 -0.01 -0.004
Si -1.362 -1.346 16.386 -0.012 0.015 -0.002
Si 1.308 1.331 16.299 0.003 -0.029 0.001
Si -1.409 4.048 16.303 -0.009 -0.006 -0.009
Si 1.369 6.822 16.265 0.014 0.015 -0.011
Si -1.343 -6.757 16.29 0.004 0.004 -0.002
Si 1.318 -4.041 16.329 0.009 -0.01 0.004
Si 4.089 -1.343 16.286 0.008 -0.002 -0.005
Si -9.492 1.351 16.334 -0.009 -0.004 0.004
Si 4.094 4.079 16.252 0.047 0.007 -0.008
Si -9.486 6.774 16.303 -0.027 0.011 0.004
Si 4.07 9.526 16.313 0.005 0.005 0.007
Si -9.539 -4.082 16.278 -0.025 -0.014 -0.007
Si -6.771 -1.337 16.321 0.017 0.018 -0.004
Si -4.081 1.348 16.418 0.013 0.002 0.01
Si -6.784 4.072 16.366 0.019 -0.008 -0.002
Si -4.104 6.75 16.319 -0.024 0.003 0.006
Si -6.772 9.533 16.284 0.005 -0.009 0.005
Si -4.087 -4.059 16.352 -0.009 -0.01 0.008
Si -0.042 0.046 17.775 0.01 0.004 0.012
Si 2.728 2.693 17.548 -0.025 0.002 -0.038
Si -0.008 5.433 17.549 -0.014 0.011 -0.023
Si 2.703 8.164 17.667 0.019 0.047 -0.013
Si -0.051 -5.377 17.717 -0.031 -0.002 0.021
Si 2.669 -2.624 17.635 -0.017 0.022 0.003
Si 5.505 -0.068 17.669 0.018 -0.006 -0.021
Si -8.168 2.734 17.721 -0.001 0.01 -0.017
Si 5.46 5.401 17.64 -0.002 -0.024 0.014
Si -8.074 8.123 17.619 0.014 -0.009 0.023
Si 5.412 10.916 17.659 -0.031 -0.03 0.026
Si -8.146 -2.734 17.595 -0.028 -0.02 -0.064
Si -5.448 -0.029 17.781 0.004 0.012 0.051
Si -2.721 2.735 17.78 0.002 -0.004 0.013
Si -5.411 5.385 17.774 -0.003 0.005 -0.003
Si -2.699 -8.177 17.56 0.021 -0.022 -0.041
Si -5.495 -5.393 17.695 -0.016 0.015 0.023
Si -2.707 -2.732 17.741 0.033 -0.012 -0.009
Si -1.391 1.405 19.204 0.015 0.009 -0.036
Si 1.352 4.056 18.844 0.013 0.015 0.021
Si -1.358 6.77 18.904 0 -0.005 -0.008
Si 1.318 -6.773 18.999 0.008 0.001 -0.024
Si -1.369 -4.031 19.199 -0.012 0.022 -0.025
Si 1.374 -1.283 19.103 0.015 -0.023 -0.03
Si 4.107 1.352 18.874 -0.004 0.041 -0.01
Si -9.555 4.07 19.098 -0.003 -0.013 -0.007
Si 4.104 6.772 18.96 -0.012 -0.028 -0.027
Si -9.442 9.515 18.88 -0.012 0.054 -0.045
Si 3.982 -3.995 18.963 0.003 -0.021 -0.009
Si 6.875 -1.477 19.041 0.011 -0.015 0.059
Si -6.837 1.374 19.101 0.012 0.019 0.013
Si -4.058 4.047 19.228 -0.003 0.015 0.001
Si -6.786 6.767 19.089 -0.03 0.02 -0.02
Si -4.048 -6.812 18.868 -0.012 -0.039 -0.021
Si -6.901 -4.015 19.085 0.014 -0.032 0.046
Si -4.072 -1.435 19.137 -0.008 -0.012 0.014
Si -2.83 0.02 20.541 0.044 0.054 0.023
Si 0.121 2.814 20.41 -0.008 -0.043 0.057
Si -2.605 5.494 20.452 -0.013 -0.007 0.052
Si -0.063 8.153 20.271 0.004 0.019 0.022
Si -2.817 -5.523 20.389 0.022 0.022 0.107
Si 0.039 -2.587 20.539 -0.043 -0.025 0.044
Si 2.812 0.113 20.367 -0.014 -0.02 0.078
Si 5.378 2.624 20.363 0.009 0.008 0.024
Si 2.724 5.35 20.203 0.008 0.042 0.024
Si 5.512 8.179 20.182 -0.019 0.003 -0.042
Si 2.621 -5.351 20.322 -0.054 0.043 0.01
Si 5.427 -2.808 20.388 -0.02 -0.039 0.026
Si -8.141 -0.068 20.447 -0.012 0.026 -0.017
Si -5.475 2.651 20.581 0.013 0.043 0.003
Si -6.972 4 21.805 0.049 0.094 -0.706
Si -5.32 -8.15 20.295 0.042 -0.036 0.041
Si -8.241 -5.474 20.407 -0.036 -0.045 0.017
Si -5.488 -2.76 20.544 0.044 -0.052 0.043
Si -1.252 -1.081 21.872 0.036 -0.058 -0.735
Si 1.969 1.961 21.617 0.162 0.112 -0.62
Si -0.883 4.478 21.747 -0.161 -0.088 -0.796
Si 1.268 6.651 21.461 -0.025 0.023 -0.69
Si -1.816 -7.299 21.58 -0.203 -0.118 -0.638
Si 1.318 -4.06 21.877 0.044 0.023 -0.719
Si 4.548 -0.954 21.56 0.158 0.141 -0.594
Si -10.054 0.755 21.57 -0.125 -0.097 -0.579
Si 3.651 3.688 21.584 0.004 -0.055 0.057
Si 4.392 -6.467 21.31 0.03 -0.006 0.044
Si 4.764 6.783 -3.83 -0.037 0.043 0.021
Si -6.434 -6.517 21.526 0.034 0.03 -0.035
Si -6.319 -0.877 21.788 0.146 0.104 -0.609
Si -4.58 0.878 21.939 -0.025 -0.005 0.058
Si -8.233 5.476 20.466 0.039 -0.022 0.007
Si -3.528 7.318 21.621 0.111 0.19 -0.648
Si -10.222 -4.762 21.636 0.035 -0.077 -0.658
Si -4.685 -4.749 21.661 -0.185 -0.079 -0.75
Si 1.791 -6.63 25.233 -0.098 0.001 -0.008
Si -9.438 7.08 21.737 0.04 0.082 0.006
Si 0.739 0.353 23.754 0.086 0.116 -0.06
Si -9.679 7.549 26.443 -0.025 0.013 -0.094
Si 4.331 -2.634 26.318 0.022 -0.048 -0.098
Si 2.691 3.537 -6.557 -0.011 0.046 -0.065
Si -5.472 -5.666 26.497 -0.03 0.069 0.055
Si -0.685 -5.66 23.854 0.001 -0.088 -0.116
Si 0.038 2.492 -7.673 0.086 0.002 -0.145
Si -5.097 7.961 -5.263 0.026 -0.024 0.038
Si -7.527 -6.986 -3.963 0.069 0.009 0.075
Si -9.644 -3.929 24.599 -0.038 -0.117 -0.05
Si -9.145 2.549 23.621 -0.065 -0.055 -0.08
Si -3.898 1.153 24.289 -0.164 -0.066 -0.651
Si 2.291 -3.595 -1.564 -0.007 0.111 0.301
Si -3.797 6.503 24.717 0.022 0.041 -0.142
Si 3.314 -7.709 22.934 0.325 0.296 -0.508
Si -1.376 5.208 -7.236 -0.036 0.001 -0.028
Si 2.797 -2.04 23.764 0.176 0.026 -0.142
Si -7.908 3.642 25.991 -0.039 0.117 -0.148
Si 1.51 -7.315 -7.465 0.117 0.049 -0.019
Si -10.393 6.801 -6.707 -0.051 0.036 -0.008
Si -4.058 -0.124 -5.948 -0.063 -0.073 0.146
Si -8.821 2.551 -1.642 -0.004 -0.07 0.256
Si -0.046 -2.568 -5.811 -0.108 0.066 0.022
Si -3.845 2.414 -4.373 -0.003 0.141 -0.045
Si -6.602 -1.047 -7.451 -0.16 -0.048 0.066
Si 4.601 4.464 23.626 -0.227 0.394 -0.527
Si -2.52 -4.601 -5.484 0.037 -0.025 0.018
Si -3.44 -4.313 24.567 0.067 -0.073 -0.193
Si -10.352 -0.093 -1.643 -0.014 -0.015 0.205
Si 3.935 -5.91 -6.315 0.066 -0.055 -0.018
Si -4.339 -2.537 -4.019 0.109 0.065 0.076
Si -2.379 -1.644 24.575 -0.034 0.049 -0.089
Si -8.192 -6.426 25.351 -0.071 -0.041 -0.015
Si -2.095 3.812 24.577 -0.055 0.041 -0.153
Si -3.062 -1.609 -1.386 -0.094 0.011 0.274
Si -4.244 -6.215 -7.39 -0.048 0.033 -0.001
Si -1.219 2.648 -2.874 0.01 -0.011 0.088
Si -10.791 6.652 23.684 0.073 -0.439 -0.524
Si 3.59 4.498 26.507 0.043 -0.111 -0.01
Si -7.767 -7.948 22.853 0.078 0.014 -0.732
Si 0.164 -5.565 -0.605 0.228 0.195 0.72
Si -6.565 5.76 24.251 -0.073 -0.063 -0.104
Si -0.372 7.722 -5.72 -0.047 -0.056 0.078
Si 2.659 -3.325 -6.971 -0.035 0.001 -0.108
Si 4.944 1.528 -6.416 -0.01 -0.075 0.032
Si -4.226 4.962 -5.897 -0.115 0.112 0.087
Si -10.548 -6.737 -3.831 0.01 0.049 0.075
Si 1.34 3.86 -3.764 0.074 -0.071 0.016
Si -8.373 1.267 -7.344 0.019 -0.086 -0.046
Si -7.404 -1.872 24.617 0.068 0.105 -0.014
Si -5.749 1.713 26.713 -0.082 -0.082 -0.097
Si -1.267 -0.257 -7.392 -0.053 0.017 -0.063
Si -1.364 1.375 8.15 -0.002 0.01 -0.007
Si 1.365 4.084 8.16 -0.012 0.005 0
Si -1.347 6.811 8.151 0.007 -0.004 0.006
Si 1.378 9.501 8.143 0.018 0.006 0.001
Si -1.357 -4.072 8.181 0.001 0.008 0.006
Si 1.359 -1.344 8.152 -0.006 0.001 -0.003
Si 4.063 1.365 8.162 -0.013 -0.008 0.002
Si 6.769 4.083 8.161 0.001 -0.012 -0.001
Si 4.07 6.793 8.159 -0.001 0.009 -0.003
Si 6.814 9.518 8.163 0 -0.007 0.003
Si 4.092 -4.086 8.15 -0.013 -0.011 -0.002
Si 6.791 -1.374 8.168 0.015 0.011 -0.005
Si -6.815 1.361 8.176 -0.004 -0.002 0.01
Si -4.078 4.088 8.145 -0.003 0.005 -0.002
Si -6.788 6.803 8.143 0.009 -0.002 -0.005
Si -4.078 -6.814 8.158 -0.002 -0.007 0.003
Si -6.812 -4.086 8.175 0.016 0.014 -0.002
Si -4.087 -1.356 8.193 -0.002 -0.012 0.011
Si -2.713 0.01 9.52 0.004 -0.005 -0.005
Si -0.011 2.734 9.518 0 0.015 0.009
Si -2.709 5.439 9.507 0.004 -0.005 0.006
Si 0.005 8.169 9.518 -0.002 0.015 -0.005
Si -2.727 -5.439 9.522 -0.01 0.01 0
Si 0.009 -2.709 9.518 0.006 -0.007 0.001
Si 2.705 0.011 9.526 -0.018 0.021 0.009
Si 5.432 2.715 9.528 0.009 -0.002 -0.003
Si 2.723 5.436 9.529 0.009 -0.004 -0.001
Si 5.438 8.159 9.509 -0.009 0.009 -0.001
Si 2.733 -5.453 9.504 0.006 -0.025 0.002
Si 5.428 -2.722 9.529 -0.009 0.015 -0.003
Si -8.159 -0.017 9.529 0.017 -0.024 0.005
Si -5.446 2.734 9.509 -0.008 0.011 -0.006
Si -8.164 5.445 9.497 -0.014 0.014 -0.01
Si -5.434 8.15 9.523 0.017 -0.018 0.006
Si -8.156 -5.451 9.538 0.009 -0.016 -0.006
Si -5.455 -2.719 9.535 -0.014 0.004 0.007
Si -1.356 -1.354 10.876 0.01 -0.003 -0.001
Si 1.345 1.37 10.883 -0.002 -0.007 0.001
Si -1.367 4.083 10.887 0.001 0.002 0.009
Si 1.357 6.801 10.881 -0.004 -0.007 0.006
Si -1.357 9.528 10.879 0.004 -0.005 -0.002
Si 1.364 -4.083 10.86 0.002 0.006 -0.008
Si 4.07 -1.356 10.881 0.002 -0.005 0
Si 6.8 1.353 10.88 -0.004 0.004 -0.004
Si 4.081 4.079 10.891 -0.01 0.003 0
Si 6.803 6.798 10.865 0.011 0.007 -0.006
Si 4.086 9.519 10.872 -0.001 -0.004 -0.008
Si 6.797 -4.081 10.888 0.001 -0.009 0.001
Si -6.8 -1.359 10.901 0.005 0.004 0.006
Si -4.085 1.368 10.866 0.005 -0.003 -0.001
Si -6.806 4.088 10.865 0 0.005 -0.002
Si -4.071 6.79 10.877 -0.001 0.003 0.007
Si -6.791 9.513 10.889 -0.005 0.009 0.005
Si -4.087 -4.08 10.887 -0.008 -0.002 0
Si -0.01 0.003 12.243 -0.005 0.011 0.003
Si 2.709 2.727 12.242 0.004 0.003 0.001
Si -0.008 5.446 12.245 0.002 0.001 0.006
Si 2.725 8.168 12.23 0.015 0.018 -0.007
Si -0.006 10.902 12.235 0.002 -0.003 -0.003
Si 2.71 -2.725 12.23 -0.013 -0.007 -0.001
Si 5.436 0 12.24 -0.001 -0.002 -0.003
Si 8.175 2.715 12.229 0.003 0.001 -0.006
Si 5.458 5.436 12.238 -0.002 0.002 0.001
Si 8.159 8.15 12.234 -0.008 -0.01 -0.001
Si 5.434 10.875 12.242 -0.013 -0.013 0.003
Si 8.16 -2.721 12.25 0.008 0.008 0.006
Si -5.429 0.01 12.244 -0.001 -0.003 -0.001
Si -2.733 2.714 12.238 -0.006 -0.004 -0.008
Si -5.442 5.431 12.234 0.004 0.001 0
Si -2.713 8.159 12.233 0.001 0.007 -0.004
Si -5.44 -5.442 12.253 0.001 -0.011 0.007
Si -2.724 -2.704 12.234 0.002 -0.004 0
O -2.925 -2.544 -0.071 0.467 0.014 -0.44
O -0.022 -0.116 0.108 0.12 -0.095 -0.321
O -1.262 5.783 -0.309 -0.139 0.473 -0.277
O -2.461 3.528 0.141 0.288 -0.012 -0.145
O 0.413 4.578 1.396 -0.31 -0.385 -0.343
O 2.472 2.169 -0.217 -0.336 -0.034 -0.236
O 0.203 -1.69 -4.465 -0.363 0.349 0.275
O 2.426 -2.852 -0.118 0.223 0.363 -0.163
O 5.444 -0.061 -0.099 -0.466 -0.56 -0.126
O 4.408 3.564 -1.194 0.224 0.108 0.299
O 5.303 -5.619 -0.111 0.198 -0.125 -0.201
O -5.828 -3.068 -3.706 -0.493 0.25 0.04
O -4.156 -0.429 -1.171 -0.235 0.08 -0.535
O -5.768 5.024 0.287 -0.565 -0.306 -0.058
O -4.126 6.86 1.173 -0.171 -0.111 -0.013
O -8.088 7.643 -0.149 -0.059 -0.265 -0.568
O -6.049 -7.106 -0.404 -0.06 -0.137 0.58
O -6.088 -4.672 -1.579 -0.201 0.412 0.257
O 0.936 6.94 0.385 0 0.199 0.011
O 0.279 0.695 25.258 -0.339 -0.135 -0.208
O 5.22 -8.122 -3.197 -0.102 0.073 0.293
O -4.261 -4.56 23.215 -0.406 -0.159 0.132
O 2.332 3.504 -4.981 0.324 -0.001 0.223
O -6.625 -7.935 -4.919 -0.252 -0.136 -0.198
O -1.435 3.787 23.106 -0.209 -0.467 0.195
O 1.848 -8.133 25.811 -0.271 -0.438 -0.485
O -3.879 7.013 23.191 -0.254 0.201 0.276
O -0.862 1.622 -1.678 0.251 0.322 0.604
O -8.524 -2.894 24.08 -0.069 0.055 -0.568
O -10.263 -4.557 23.258 -0.279 -0.32 0.298
O 2.966 -7.909 -0.107 0.547 0.247 -0.371
O 4.996 5.629 -2.741 -0.085 -0.136 -0.156
O -9.843 6.833 25.003 0.15 -0.13 0.093
O -10.297 3.664 23.667 0.339 0.098 0.009
O 1.012 -4.582 -1.568 -0.194 0.114 -0.515
O -0.49 1.11 -7.011 0.436 -0.074 0.628
O 0.928 5.406 -3.865 -0.371 -0.072 -0.135
O -6.317 -2.713 25.479 0.253 -0.106 -0.068
O -1.409 -5.485 -0.98 -0.168 0.532 -0.348
O -8.002 2.974 22.557 -0.147 0.051 -0.002
O -2.875 5.347 -6.672 -0.128 0.203 0.016
O -9.747 -8.06 -6.987 0.704 0.09 0.158
O -9.033 -5.069 25.573 -0.264 0.176 0.771
O -0.942 3.659 25.7 0.39 -0.114 -0.183
O -7.552 -7.62 -2.48 -0.444 0.112 -0.025
O -5.955 6.824 -1.603 0.267 0.063 -0.292
O -8.364 2.462 -0.092 0.657 -0.042 -0.213
O 0.224 5.612 22.212 0.181 0.355 0.225
O -6.618 -6.096 25.443 0.21 -0.14 -0.572
O -5.26 5.967 25.165 -0.024 -0.398 0.301
O -8.081 -0.769 25.592 -0.125 0.166 -0.124
O -6.711 -1.185 23.349 0.02 -0.034 0.331
O -10.503 -5.614 -2.68 0.483 0.14 -0.058
O -1.65 -0.933 -1.742 0.047 0.085 -0.473
O -5.064 2.033 -3.405 -0.012 -0.537 -0.127
O -4.148 -5.14 25.742 0.211 -0.29 0.342
O -3.678 5.444 -1.314 0.241 0.193 -0.074
O 4.111 -1.367 23.098 0.391 -0.078 0.546
O -6.94 -5.472 -3.924 0.122 0.03 -0.665
O 2.502 -6.656 -6.365 -0.011 0.032 0.593
O 4.422 7.845 23.835 0.079 -0.163 0.644
O -0.463 6.284 -6.452 0.404 -0.066 0.086
O -2.94 -0.126 24.664 0.333 0.081 0.425
O -4.97 6.348 -5.469 -0.313 -0.024 0.387
O 2.702 -5.639 26.106 0.286 0.231 -0.276
O 4.303 0.504 -7.475 0.098 0.006 -0.058
O -8.574 -7.588 26.406 0.238 0.047 0.615
O -1.174 -3.719 -5.657 0.106 0.069 0.137
O -2.433 -7.683 0.118 0.211 -0.271 -0.333
O 3.626 -4.458 -1.825 -0.239 -0.045 -0.53
O -3.889 -6.016 -1.373 -0.111 0.311 -0.649
O -1.893 -4.762 24.432 0.067 0.319 0.066
O -6.175 4.854 22.956 0.327 0.245 -0.229
O 1.743 7.244 -2.149 0.246 -0.07 0.012
O -10.759 -3.189 25.459 0.088 0.143 -0.027
O -5.546 1.846 -0.876 -0.152 0.358 0.183
O -3.121 2.552 24.614 0.023 0.051 -0.038
O -3.506 -2.519 -2.636 0.258 -0.233 -0.061
O 2.601 5.04 -7.149 -0.217 0.061 -0.021
O -8.542 2.444 25.104 0.088 -0.52 0.355
O 3.38 1.58 -2.654 0.184 0.136 -0.291
O -3.503 -2.74 24.926 -0.596 0.164 0.594
O -3.637 1.294 0.783 0.242 -0.169 0.168
O 3.102 -2.37 25.305 -0.457 -0.075 0.445
O -6.566 -2.645 -7.105 0.028 0.019 0.65
O -10.36 -3.38 -1.266 -0.222 0.318 -0.231
O -2.427 2.012 -3.72 0.192 -0.491 0.199
O -5.16 1.098 25.327 -0.298 0.095 -0.085
O -9.118 -1.128 -1.764 0.525 0.234 -0.12
O 2.243 7.459 22.49 -0.072 -0.326 0.003
O -8.069 -2.791 -0.046 0.106 -0.457 -0.218
O -2.608 -0.492 -6.533 -0.141 -0.046 0.043
O 3.2 6.786 -4.255 -0.014 -0.233 -0.2
O 2.072 -2.542 -2.747 0.056 -0.216 -0.371
O -2.379 -5.749 -4.344 0.068 0.111 0.477
O -4.143 -7.821 -4.061 -0.153 -0.199 0.562
O -1.937 -1.985 23.049 -0.098 -0.669 -0.171
O 1.351 -3.322 -6.047 0.108 -0.219 0.015
O 2.457 -6.625 23.769 -0.297 0.647 -0.218
O -8.128 -3.452 -2.61 -0.188 -0.116 -0.354
O 4.835 -0.521 -2.714 -0.032 -0.405 -0.065
O -8.565 -6.95 23.87 -0.189 0.122 -0.255
O 3.707 4.079 24.945 -0.274 -0.455 0.02
O 4.761 -6.323 -5.01 -0.176 -0.101 0.036
O 0.192 -4.86 22.748 -0.281 0.04 -0.062
O 1.621 1.584 23.188 -0.007 0.447 0.751
O 0.799 -0.268 -2.365 0.207 0.466 -0.167
O 4.198 2.95 -6.679 0.287 0.38 -0.187
O -1.79 8.08 -5.055 -0.343 -0.545 -0.371
O 2.038 3.725 -2.313 -0.017 0.692 0.372
O 2.37 -3.35 22.912 0.234 -0.3 0.296
O 0.267 -6.104 25.087 -0.137 -0.079 0.333
O -7.526 2.31 -2.561 -0.212 -0.202 -0.78
O -10.691 5.621 -0.175 -0.301 0.394 -0.465
O -5.52 -5.206 -7.268 -0.481 -0.231 0.307
O 0.782 7.813 -4.588 0.035 0.476 0.018
O 3.734 -4.314 -6.301 0.294 0.38 0.518
O 1.625 2.625 -7.372 0.059 -0.062 -0.139
O 2.571 5.742 26.629 -0.272 0.103 -0.379
O -3.4 7.772 25.646 0.288 0.335 -0.189
O -9.064 -6.921 -4.445 0.118 -0.135 -0.161
O 4.533 6.768 -7.51 0.004 0.082 -0.213
O 0.586 -7.101 -0.903 -0.076 -0.241 -0.45
O -7.048 7.219 23.766 0.022 -0.083 0.159
O -5.192 -0.399 -7.047 0.138 0.237 -0.395
O 0.038 -7.494 -6.825 -0.444 0.298 -0.152
O -4.051 1.464 -5.657 -0.26 0.27 -0.282
O 4.674 1.017 -4.904 0.087 -0.073 0.172
O -1.324 -6.956 23.118 0.171 -0.257 0.37
O -3.852 4.013 -4.636 0.093 0.289 0.586
O -2.085 -7.559 -2.492 0.232 -0.616 0.026
O 3.336 -1.875 -7.098 0.193 -0.092 0.616
O -4.36 -1.042 -4.646 -0.045 0.248 0.335
O -7.275 2.45 -7.15 0.107 0.147 0.064
O -0.473 0.129 22.691 -0.205 0.442 -0.185
O -1.651 4.074 -2.264 0.033 0.403 -0.489
O 4.719 -6.321 -7.663 -0.481 0.236 -0.191
O -0.752 3.735 -7 0.176 -0.245 0.442
O -2.955 -5.397 -6.833 0.432 0.036 -0.319
O -9.451 4.011 -1.906 0.241 0.212 -0.701
O 0.052 2.891 -3.841 -0.093 -0.141 -0.679
O -9.775 1.655 -6.643 0.022 0.144 0.338
O -9.733 1.125 23.152 -0.058 -0.304 0.401
O -4.595 -7.567 -6.577 -0.07 -0.192 -0.204
O -5.823 4.212 -2.155 -0.276 0.099 -0.245
O -9.88 1.402 -2.018 -0.428 0.064 -0.477
O -9.366 5.702 -7.274 0.169 -0.126 0.297
O 1.559 -1.025 23.727 -0.256 -0.226 0.18
O -6.472 3.128 26.451 0.147 0.495 -0.07
O -7.785 -0.154 -6.756 -0.26 -0.256 0.627
O -3.682 -3.562 -5.072 -0.464 0.221 -0.213
O -2.796 5.245 24.836 0.046 -0.06 0.601
O -5.089 3.96 -6.814 0.178 0.076 -0.027
O -0.36 -1.561 -7.052 0.13 0.025 -0.547
O -1.128 -1.91 25.57 0.336 0.12 -0.153
O -7.703 4.987 25.106 -0.313 0.273 0.235
O 2.614 -0.451 -4.193 0.011 0.06 -0.596
O -10.659 6.51 -5.149 0.059 -0.094 -0.019

Results
total energy: -107795.271 eV
total energy less fixed offsets of O -438.25, Si -107.07 eV per atom: -6.571 eV
